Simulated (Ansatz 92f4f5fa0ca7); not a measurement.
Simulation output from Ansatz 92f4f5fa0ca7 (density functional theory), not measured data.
Periodic cell of 226 atoms, Si133O92As1, from a study of silicon, its oxide and their interface. The atomic structure is a simulated model.
Doubt: the cutoff is far below the 930 eV that the study's wrapper takes by default for these files, so forces and energies are approximate.
This geometry differs little from another in the collection (a relaxation step or a small displacement).

Settings
functional: PBE
potential files: Ansatz PAW
basis: plane waves
wave-function cutoff: 580 eV
density cutoff ratio: 5
exchange-correlation grid ratio: 1
k mesh: 1 x 1 x 1, Gamma-centred
self-consistency stop: 5e-08 eV per atom in the density residual
occupations: fixed
spin: none
net charge: +1 e, with a uniform compensating background and no finite-size correction

Cell vectors (angstrom)
a	10.938	0	0
b	0	10.938	0
c	0	0	31.9494

Atoms and the computed forces on them: element, x, y, z (angstrom), force x, y, z (eV/angstrom)
Si	10.6267	-0.0014	24.404	0.0064	0.0019	-0.1042
Si	5.0753	0.1188	24.6552	-0.0223	0.0003	-0.0114
Si	2.814	2.2927	24.5259	-0.0064	-0.008	-0.0387
Si	8.5741	2.4371	24.5432	0.0036	0.008	-0.0556
Si	10.7133	5.5903	24.3235	-0.0058	-0.0206	-0.0749
Si	5.1545	5.6122	24.4299	0.0144	-0.0129	-0.092
Si	2.9883	7.9536	24.3908	0.0093	0.0277	-0.0791
Si	8.4184	7.8347	24.4096	-0.0189	-0.0103	-0.1037
Si	1.2854	1.1264	25.8286	0.0394	-0.0073	0.0502
Si	6.8319	1.3167	25.7225	0.0032	0.0173	0.0289
Si	3.9701	4.0275	25.7199	0.03	-0.0279	0.0269
Si	9.7015	4.0067	25.8397	-0.0216	0.0298	0.0419
Si	1.3408	6.7956	25.6551	-0.0118	0.008	0.0202
Si	6.789	6.7277	25.737	0.0131	-0.0046	0.0454
Si	4.0004	9.4597	25.9452	-0.0058	0.0225	0.0318
Si	9.4809	9.4438	25.7877	0.0285	-0.0204	0.0305
Si	2.6319	-0.1392	27.2774	-0.0047	0.0019	0.006
Si	8.1407	-0.0761	27.1401	-0.0329	0.0088	0.0048
Si	0.086	2.6508	27.2113	-0.0072	-0.0112	-0.0007
Si	5.4174	2.6812	27.0655	0.0147	0.0276	-0.0049
Si	2.6557	5.4189	27.1059	-0.0041	-0.0066	0.0046
Si	8.2223	5.4009	27.0919	0.0064	-0.0303	-0.013
Si	0.0089	8.1494	27.1148	-0.0134	0.0014	0.0049
Si	5.5123	8.1443	27.1799	-0.015	-0.0063	-0.0107
Si	4.0781	1.3176	28.5077	-0.0293	-0.0293	0.0103
Si	9.5497	1.3045	28.4911	0.0326	0.0036	0.0118
Si	1.389	4.0659	28.5659	-0.0121	0.0071	-0.0021
As	6.8055	4.057	28.5323	0.0029	0.0017	-0.016
Si	4.0712	6.7816	28.4741	-0.011	0.038	0.014
Si	9.5655	6.7853	28.4938	-0.0053	0.0123	0.01
Si	1.2856	9.474	28.625	0.0226	0.0219	-0.0276
Si	6.8236	9.5352	28.5628	0.0079	0.0042	-0.0038
Si	-0.0436	-0.0259	29.9372	-0.0072	0.0027	0.0055
Si	5.4496	-0.0234	29.8992	-0.0143	0.0179	0.0004
Si	2.7635	2.7133	29.9025	0.022	-0.0241	0.0004
Si	8.228	2.6586	29.9274	-0.0279	0.0103	-0.0069
Si	-0.0109	5.4384	29.8934	-0.0005	0.0075	0.0028
Si	5.4104	5.488	29.9394	0.0135	-0.0292	-0.0043
Si	2.7321	8.1441	29.915	0.0029	-0.021	0.004
Si	8.2231	8.1803	29.8833	0.0165	-0.0161	-0.0041
Si	1.3671	1.3691	31.2582	-0.0038	0.0022	-0.0037
Si	6.803	1.357	31.2779	0.001	-0.003	0.0032
Si	4.1053	4.0639	31.2969	-0.0029	0.0091	0.0047
Si	9.5547	4.1	31.2711	0.0078	0.0016	0.0033
Si	1.3535	6.8107	31.2806	0.0063	0.0028	-0.0012
Si	6.845	6.8505	31.2617	0.0022	0.0067	0.0032
Si	4.0814	9.5585	31.2687	-0.0014	0.0027	-0.0014
Si	9.5523	9.5423	31.2976	0.0002	0.0056	0.0025
Si	2.7367	0.017	0.6874	0.0094	0.0024	0.0004
Si	8.205	0.0146	0.6813	-0.0012	0.0005	0.0023
Si	0.0103	2.7458	0.6877	0	-0.0019	0.0033
Si	5.4863	2.7475	0.7314	0.0012	-0.0073	0.0005
Si	2.7383	5.4676	0.6885	-0.0046	-0.0032	0.002
Si	8.2061	5.4937	0.6884	-0.0059	-0.004	-0.0024
Si	0.0168	8.2121	0.7176	0.0013	-0.0052	-0.0002
Si	5.4733	8.2264	0.695	0.0005	-0.0014	0.0046
Si	4.0981	1.3828	2.0806	-0.0033	0.0008	0.0103
Si	9.5993	1.3622	2.0457	0.0083	-0.0035	-0.0105
Si	1.3549	4.145	2.0669	-0.0034	0.009	0.0051
Si	6.8438	4.159	2.0675	-0.012	0.0129	-0.0068
Si	4.0937	6.8557	2.0462	0.0009	0.0028	-0.0069
Si	9.5807	6.8499	2.0804	0.0078	0.0081	0.0106
Si	1.3731	9.6213	2.0728	-0.0132	0.004	-0.005
Si	6.8342	9.6306	2.0574	-0.0123	0.0114	0.0023
Si	0.0261	0.0437	3.4832	-0.0039	-0.0067	-0.0047
Si	5.4814	0.0429	3.4679	0.0046	0.0015	-0.0239
Si	2.7112	2.7743	3.4137	0.0152	-0.0011	0.0007
Si	8.2616	2.7877	3.349	-0.0153	-0.0187	0.0288
Si	0.0284	5.5226	3.4893	-0.0136	-0.0138	-0.0228
Si	5.4689	5.5373	3.4388	0.0046	-0.009	-0.0014
Si	2.7394	8.2457	3.4045	0.0086	-0.0002	0.013
Si	8.2414	8.2966	3.3936	-0.014	-0.0349	0.0051
Si	1.3715	1.4624	4.8549	0.0103	-0.0021	0.0098
Si	6.9098	1.4832	4.7332	0.018	0.013	-0.0098
Si	4.0569	4.161	4.7639	-0.0098	-0.0059	-0.0052
Si	9.6025	4.0838	4.7923	0.0085	0.007	0.004
Si	1.3657	6.9822	4.8489	0.0191	0.0054	0.0132
Si	6.8363	6.9993	4.7381	0.0087	0.0259	-0.0111
Si	4.0954	9.5761	4.8006	-0.0059	-0.013	0.0027
Si	9.6194	9.5845	4.8492	0.0057	0.018	0.0088
Si	2.7567	0.0409	6.1404	-0.0112	0.002	-0.0296
Si	8.2945	0.1305	6.097	0.0028	0.0003	-0.0228
Si	0.0179	2.8054	6.3186	-0.0108	-0.011	-0.0218
Si	5.5118	2.8443	6.0713	0.0043	0.0067	-0.0222
Si	2.7525	5.6002	6.1434	-0.0004	0.0027	-0.0308
Si	8.2541	5.6069	5.9572	0.0062	-0.0037	-0.0227
Si	0.0476	8.3134	6.3778	-0.0086	-0.0124	-0.0246
Si	5.5006	8.3096	6.2342	-0.0023	-0.009	-0.0269
Si	4.4199	1.1907	7.3268	0.0017	-0.0039	0.0551
Si	9.8108	1.1565	7.6307	-0.0072	-0.0011	0.0352
Si	1.1779	4.5118	7.51	0.0051	0.0038	0.0588
Si	6.6443	4.5466	7.2449	-0.0079	-0.0064	0.0462
Si	4.3245	6.7098	7.5442	0.0054	-0.0016	0.0474
Si	9.7253	6.6211	7.5046	-0.0016	0.0005	0.0384
Si	1.2816	9.9465	7.703	0.0083	0.013	0.0772
Si	6.7208	9.9762	7.4156	0.0052	0.0034	0.0496
O	9.5891	1.2414	23.9702	-0.0117	-0.0147	0.0236
O	4.1069	6.8033	23.9318	-0.0187	0.0085	0.0313
O	4.0207	1.2519	24.0476	-0.0157	-0.0309	-0.0192
O	9.531	6.6954	23.9015	0.0184	0.0179	0.025
O	-0.0308	5.5514	8.0105	0.007	0.0113	-0.0124
O	5.5686	0.1364	7.9065	-0.0003	0.0024	-0.0146
O	0.072	0.0939	8.1424	0.0085	-0.0031	-0.0166
O	5.535	5.6149	7.8721	-0.0028	0.0107	-0.0072
O	7.6117	3.9536	8.4168	-0.0095	0.0086	-0.0182
O	8.719	7.0578	8.7548	0.0106	-0.0104	-0.0229
O	2.1854	9.4623	9.031	-0.0231	0.0119	-0.0436
O	8.8946	1.6806	8.9275	0.0144	-0.0143	-0.0262
O	7.6261	9.4843	8.7034	-0.0092	0.0081	-0.0235
O	3.5945	1.8349	8.5846	0.0042	-0.0106	-0.0202
O	3.5818	7.2278	8.9418	0.0047	-0.0099	-0.0241
O	2.0671	4.0241	8.8168	-0.0202	0.01	-0.0318
O	8.1396	3.5047	23.3638	0.0067	-0.0034	0.0187
O	0.4502	4.928	22.9503	-0.0192	0.0309	0.044
O	1.9029	2.7519	23.2443	0.008	-0.0008	0.0202
O	5.83	4.8981	23.1116	-0.0215	0.0215	0.0439
O	5.5281	9.9914	23.498	-0.0051	-0.0047	0.0103
O	2.4472	8.6993	23.0185	0.0142	-0.0174	0.0425
O	0.1932	10.0623	23.0817	-0.0105	0.0083	0.0468
O	7.772	8.564	23.0743	0.03	-0.0257	0.0546
Si	8.6597	7.6993	18.4353	-0.0002	-0.0002	-0.0149
Si	8.7875	6.3649	13.6328	-0.0007	-0.0009	0.0081
Si	3.796	1.5435	14.7378	-0.0003	0.0007	0.0032
Si	2.1415	5.7506	17.6209	0.0007	-0.0008	-0.0124
Si	2.4232	3.1442	19.4797	0.0013	0.0009	-0.0199
Si	9.8171	9.0372	12.082	-0.0006	0.0002	0.0174
Si	1.3344	9.4217	22.0602	-0.0075	0.0001	-0.0321
Si	9.1751	0.9709	13.1941	-0.0005	0.0006	0.0119
Si	1.4231	5.0595	13.0274	0.0013	-0.0004	0.0115
Si	1.7951	8.2583	12.8177	0.0006	-0.0003	0.0145
Si	6.6459	9.5483	22.4087	0.0011	0.0042	-0.0286
Si	4.5303	4.6044	15.7065	0.0006	0.0008	-0.002
Si	8.213	3.0262	9.5892	-0.0066	0.0071	0.0211
Si	0.8435	8.2439	19.2522	0.001	-0.0013	-0.0216
Si	6.9568	1.3426	21.0809	0.0024	0.0026	-0.0141
Si	8.2289	8.3238	9.68	-0.0028	0.0029	0.022
Si	10.8897	5.2098	15.6054	0.0017	-0.0001	-0.0018
Si	7.572	9.5053	16.3144	0	-0.0003	-0.0058
Si	9.9367	2.0556	20.2868	-0.0006	-0.0019	-0.0188
Si	3.2195	8.517	9.9195	0.0077	-0.0032	0.0259
Si	6.6989	3.3443	17.4001	-0.0006	-0.0014	-0.0118
Si	1.1704	0.2108	19.7917	-0.0029	0.0015	-0.0234
Si	3.2356	2.8199	12.3036	0.0028	0.0007	0.0149
Si	7.22	5.3904	19.6707	-0.0017	-0.0001	-0.0193
Si	5.7486	8.6779	11.5499	0.0012	0.001	0.0174
Si	5.7876	6.0805	13.2024	-0.0005	-0.0008	0.0112
Si	4.6352	9.7029	17.617	-0.001	0.0009	-0.0122
Si	1.0249	3.5969	22.1574	0.0079	-0.0092	-0.0259
Si	4.9009	1.4799	18.7919	-0.0003	-0.0002	-0.0181
Si	3.1955	3.0908	9.525	0.0099	0.0008	0.0214
Si	6.4537	10.8292	13.7911	0.0001	0.0006	0.008
Si	10.3529	0.12	15.9673	0.0013	0.0006	-0.0039
Si	5.662	3.6649	11.1595	-0.0002	0.0011	0.0142
Si	9.8451	3.9059	11.9064	0.0005	0.0001	0.0167
Si	2.3451	9.9268	15.5424	0.0007	0.0007	-0.002
Si	6.0742	8.1142	19.7888	0	-0.0011	-0.0167
Si	6.938	3.9671	22.3574	0.0008	-0.0074	-0.0208
Si	9.7581	2.7788	17.3575	-0.0007	-0.0003	-0.0105
O	7.1974	6.3847	13.9751	0.0006	0.0002	-0.0031
O	1.8856	7.0583	18.6767	-0.0018	0.0013	0.0096
O	10.2911	4.0436	16.5284	0.0012	0.0012	0.0034
O	6.169	9.9606	17.0551	0.001	-0.0009	0.0043
O	10.1493	0.7082	14.4656	0.0001	-0.0004	-0.0023
O	8.4473	6.1155	18.8504	0.0016	0	0.0078
O	5.1741	0.6934	14.4352	0.0009	-0.0007	-0.0016
O	5.7215	2.0507	17.5147	0	0.0004	0.0066
O	8.3552	1.9417	20.562	-0.0007	0.0004	0.0089
O	1.9952	4.3014	18.4005	-0.0005	0.0001	0.0074
O	6.964	2.8128	10.6369	0.0042	-0.0014	-0.0107
O	4.8715	2.7127	12.2197	-0.0002	0	-0.0066
O	6.0329	4.3955	16.3461	0.0002	0.0006	0.0034
O	4.566	3.9231	9.9364	-0.0014	-0.0008	-0.0111
O	10.6931	2.7704	21.5529	-0.0022	0.0006	0.0112
O	9.7242	6.1673	14.9689	-0.0001	0.0001	-0.0003
O	6.0072	6.4783	19.8369	0.0009	0.0006	0.0082
O	4.0832	0.1657	18.2827	0.0005	-0.0012	0.0084
O	9.2588	10.5591	12.2699	0.0009	-0.0021	-0.0081
O	2.8556	4.3636	12.7076	-0.0007	-0.0003	-0.0059
O	1.9139	10.7086	21.2065	0.0007	-0.0023	0.0147
O	3.9995	2.7179	19.3816	-0.0007	0.0001	0.0094
O	0.7319	10.0442	15.9605	0	-0.0002	0.0025
O	1.2811	9.8023	18.8333	0.0004	-0.0008	0.0111
O	1.7125	1.6678	19.2688	-0.0003	-0.0011	0.0103
O	8.9439	10.3939	16.4988	-0.0006	-0.0004	0.0037
O	4.873	8.5765	18.7849	-0.0005	0.0006	0.0075
O	9.5793	8.7559	10.4863	-0.0001	0.0001	-0.0109
O	6.7529	4.0759	18.8549	0.0006	-0.0009	0.009
O	2.8423	1.7231	13.4108	-0.0009	0	-0.0058
O	5.8195	8.7616	21.2594	0.0013	-0.0002	0.009
O	2.5439	2.4509	10.8779	-0.0003	0.0007	-0.0122
O	7.6187	4.8486	21.1657	-0.0017	-0.0017	0.0141
O	5.2108	7.4865	12.5568	0.0002	0.0013	-0.0069
O	0.4347	9.0737	12.4996	0.001	0.0002	-0.0078
O	7.5836	1.0662	13.5742	0.0006	0.0001	-0.0044
O	7.1117	9.6421	14.744	0.0004	0.0004	-0.0012
O	8.98	5.0368	12.6973	-0.0002	-0.0005	-0.0066
O	8.093	8.0415	16.9112	0.0001	0.0002	0.004
O	6.2221	2.561	21.9081	0.001	0.0019	0.0106
O	2.4621	9.073	14.1071	0	-0.0007	-0.0037
O	0.428	4.4961	11.861	-0.0005	-0.0003	-0.0077
O	0.8181	8.3143	20.9303	0.0021	0.0022	0.0157
O	9.3905	3.8411	10.3472	-0.0001	-0.0014	-0.0112
O	9.6584	2.3908	12.5266	0.0001	0.0014	-0.0075
O	7.6212	8.5567	19.3974	-0.0006	-0.0004	0.0092
O	2.5522	8.1733	11.3666	0.0001	0.0019	-0.0127
O	3.9793	3.0631	15.3789	-0.0002	-0.0011	0.0003
O	0.8325	4.4913	14.4369	-0.0003	0.0001	-0.0016
O	10.051	2.9986	18.9539	0	0.0008	0.0073
O	9.1451	7.8103	12.9446	0.0004	0.0013	-0.0066
O	10.5177	0.5345	20.075	0.002	-0.0005	0.0099
O	6.0315	5.0516	11.9336	0.0004	0.0008	-0.0067
O	8.1578	2.7419	17.008	-0.0001	-0.0003	0.0052
O	3.5404	5.4841	16.7289	0.0009	-0.001	0.0033
O	4.6706	9.1369	10.3841	-0.0031	-0.0016	-0.0109
O	1.5334	6.6801	13.1826	0.0005	0.0013	-0.0056
O	4.7622	5.495	14.3436	0.0008	0.0007	-0.0028
O	2.0577	3.8526	20.9183	-0.0037	-0.0007	0.013
O	10.556	1.4132	16.9475	0.0004	-0.0005	0.0046
O	0.9505	6.0756	16.5516	-0.0014	-0.0004	0.0032
O	7.3391	10.9431	21.9319	-0.0015	-0.0025	0.0091
O	5.9368	0.9092	19.9109	-0.0002	-0.0013	0.009
O	6.0683	10.0382	12.4053	0	-0.0009	-0.0072
O	2.8505	0.5485	15.6071	0.0002	-0.0001	0.0007
O	7.0526	8.0226	10.7779	0.0016	0.0004	-0.0116
O	10.2446	8.0175	18.6896	0.0002	-0.0007	0.0089
O	3.4466	9.1968	16.5741	-0.0009	-0.0008	0.0036

Results
free energy: -141734.089 eV
free energy less fixed offsets of As -4856.12, O -568.88, Si -635.61 eV per atom: -4.879 eV

The program warned: the cutoff lies below the one the program advises for these potential files; the exchange-correlation potential is rough where the density is thin.
